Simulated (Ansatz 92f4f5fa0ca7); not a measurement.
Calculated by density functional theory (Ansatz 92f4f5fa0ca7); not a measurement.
Periodic cell of 213 atoms, Si132O80H1, from a study of silicon, its oxide and their interface. The atomic structure is a simulated model.
Doubt: the cutoff is far below the 930 eV that the study's wrapper takes by default for these files, so forces and energies are approximate.

Settings: functional PBE; potential files Ansatz PAW; basis plane waves; wave-function cutoff 580 eV; density cutoff ratio 5; exchange-correlation grid ratio 1; k mesh 1 x 1 x 1, Gamma-centred; self-consistency stop 5e-08 eV per atom in the density residual; occupations fixed; spin none; net charge +1 e, with a uniform compensating background and no finite-size correction.

Cell vectors (angstrom)
a  10.938  0  0
b  0  10.938  0
c  0  0  31.6072

Atoms: element, x, y, z (angstrom)
Si  -0.5566  0.5975  24.1038
Si  6.1517  -0.525  24.0042
Si  2.337  3.205  24.4203
Si  8.6416  2.4137  24.309
Si  0.52  4.8601  24.2011
Si  5.1558  5.7199  24.2883
Si  3.321  7.5177  24.1528
Si  7.768  8.62  24.2408
Si  1.3097  1.3505  25.4132
Si  6.8832  1.2894  25.4059
Si  4.0751  4.1432  25.6569
Si  9.6925  4.0653  25.5659
Si  1.4385  6.7484  25.3917
Si  6.8322  6.8535  25.4992
Si  4.2109  9.498  25.2035
Si  9.5711  9.6446  25.372
Si  2.7743  -0.062  26.6843
Si  8.2223  -0.0192  26.8527
Si  0.0559  2.6828  26.9127
Si  5.5036  2.6799  26.8015
Si  2.7016  5.4975  26.9369
Si  8.2336  5.4649  26.8067
Si  0.025  8.2041  26.7178
Si  5.4566  8.2255  26.8277
Si  4.1018  1.3673  28.1889
Si  9.5708  1.3673  28.1889
Si  1.3673  4.1018  28.1889
Si  6.8362  4.1018  28.1889
Si  4.1018  6.8362  28.1889
Si  9.5708  6.8362  28.1889
Si  1.3673  9.5708  28.1889
Si  6.8362  9.5708  28.1889
Si  0  0  29.5562
Si  5.469  0  29.5562
Si  2.7345  2.7345  29.5562
Si  8.2035  2.7345  29.5562
Si  0  5.469  29.5562
Si  5.469  5.469  29.5562
Si  2.7345  8.2035  29.5562
Si  8.2035  8.2035  29.5562
Si  1.3673  1.3673  30.9234
Si  6.8362  1.3673  30.9234
Si  4.1018  4.1018  30.9234
Si  9.5708  4.1018  30.9234
Si  1.3673  6.8362  30.9234
Si  6.8362  6.8362  30.9234
Si  4.1018  9.5708  30.9234
Si  9.5708  9.5708  30.9234
Si  2.7345  0  0.6835
Si  8.2035  0  0.6835
Si  0  2.7345  0.6835
Si  5.469  2.7345  0.6835
Si  2.7345  5.469  0.6835
Si  8.2035  5.469  0.6835
Si  0  8.2035  0.6835
Si  5.469  8.2035  0.6835
Si  4.1018  1.3673  2.0507
Si  9.5708  1.3673  2.0507
Si  1.3673  4.1018  2.0507
Si  6.8362  4.1018  2.0507
Si  4.1018  6.8362  2.0507
Si  9.5708  6.8362  2.0507
Si  1.3673  9.5708  2.0507
Si  6.8362  9.5708  2.0507
Si  0  0  3.418
Si  5.469  0  3.418
Si  2.7345  2.7345  3.418
Si  8.2035  2.7345  3.418
Si  0  5.469  3.418
Si  5.469  5.469  3.418
Si  2.7345  8.2035  3.418
Si  8.2035  8.2035  3.418
Si  1.4264  1.3657  4.7116
Si  6.8203  1.3709  4.8461
Si  4.0806  4.0897  4.6999
Si  9.5041  4.2084  4.8657
Si  1.3165  6.8571  4.798
Si  6.851  6.8193  4.827
Si  4.1201  9.5401  4.8521
Si  9.4601  9.6531  4.7097
Si  2.6841  -0.0365  6.1758
Si  8.191  0.0363  6.2617
Si  0.0939  2.843  6.0142
Si  5.3395  2.7113  6.1316
Si  2.8127  5.5285  6.0854
Si  8.1208  5.5147  6.4262
Si  -0.2172  8.2029  6.0128
Si  5.491  8.1597  6.2461
Si  3.4784  1.8291  7.3725
Si  10.2634  0.9334  7.0623
Si  1.9807  3.6731  7.1999
Si  6.2461  4.3962  7.4745
Si  4.6224  6.2543  7.4089
Si  8.9298  7.5717  7.484
Si  0.774  9.9622  7.1564
Si  7.0834  9.2729  7.5804
O  0.7283  9.5658  8.7861
O  2.4738  4.1029  9.2411
O  10.5807  1.4733  8.6359
O  6.3745  9.6716  9.0602
O  3.3384  1.6432  9.0521
O  4.0313  6.4018  8.9771
O  6.2835  3.6589  8.9925
O  9.6138  7.7479  9.0213
O  3.113  2.8407  22.9898
O  6.2251  10.7301  22.3433
O  8.098  3.2558  22.987
O  0.019  4.9593  22.5953
O  8.1244  8.1897  22.6706
O  2.6897  7.6968  22.61
O  5.8755  4.8167  23.0635
O  10.7774  11.1986  22.512
Si  7.0545  0.1663  20.9678
Si  6.9966  2.3713  14.7464
Si  6.7864  2.4081  9.9319
Si  3.1758  3.6759  21.6019
Si  -3.1623  7.2104  21.416
Si  -0.6176  9.115  9.6116
Si  10.0637  11.3979  21.0512
Si  3.9973  2.9811  14.7623
Si  4.8396  -6.2871  18.1745
Si  7.3216  4.2899  12.3939
Si  -1.9971  7.8452  16.7401
Si  5.7774  10.4457  10.3866
Si  3.4441  -1.7329  12.1064
Si  7.2863  10.4919  13.2022
Si  16.1015  -3.8269  19.7509
Si  14.0352  0.1869  14.3417
Si  7.18  4.3335  22.1958
Si  0.568  4.8388  21.0556
Si  2.8998  2.7189  10.1867
Si  11.3083  1.033  14.9036
Si  9.4861  1.0453  9.7541
Si  15.2516  15.4502  12.1326
Si  5.0684  8.9291  14.5592
Si  11.5526  8.0247  12.1919
Si  10.187  5.2841  12.772
Si  9.8376  9.4455  14.2677
Si  5.6798  2.7008  20.0032
Si  8.851  9.1201  19.556
Si  2.7438  6.7023  21.3187
Si  9.3748  2.7501  16.6106
Si  11.2026  2.3219  11.9747
Si  -0.1498  2.8245  19.153
Si  2.8267  5.7136  9.8124
Si  -0.4235  -5.5176  15.9915
Si  5.9209  -3.9059  16.9017
Si  2.0613  3.901  17.1517
O  19.0555  1.7615  9.2585
O  16.805  5.0416  12.1663
O  9.3745  4.3658  16.4713
O  4.129  -0.7948  15.1371
O  12.6308  3.6501  20.9471
O  1.2723  6.2927  20.7064
O  10.8406  3.877  12.265
O  -0.4786  4.2688  19.9227
O  -1.4217  -8.5359  18.1919
O  4.3065  9.7791  10.8073
O  3.4601  5.2923  21.8289
O  10.8806  1.6067  20.2328
O  -4.1779  3.5909  20.8184
O  -2.887  5.6634  21.8243
O  13.6795  10.4547  12.8931
O  3.2996  5.5687  11.375
O  8.494  11.806  21.3476
O  10.3663  5.5283  14.3624
O  1.4622  6.5206  9.4891
O  4.1281  3.1657  11.1736
O  11.4434  12.4733  13.3586
O  8.8454  -0.9066  13.1126
O  11.1237  8.6277  13.651
O  7.035  1.0752  13.7492
O  5.5191  2.7703  15.3201
O  7.2866  3.0439  11.3433
O  4.2045  2.8864  20.6592
O  14.7946  4.2109  13.6697
O  5.7488  12.0743  10.0775
O  -4.7255  7.4425  20.9531
O  10.6995  8.8917  11.1432
O  5.1821  -3.1984  15.6405
O  5.2158  5.5011  19.5119
O  12.7735  0.4669  15.3276
O  -2.3234  5.3002  12.2408
O  3.6442  7.4854  20.2044
O  11.0614  6.4628  12.0377
O  8.7943  -3.3249  20.2012
O  8.9845  8.5285  15.2733
O  -0.7325  6.8152  16.7685
O  6.1177  1.1435  20.063
O  7.4337  -1.0852  19.9727
O  2.9129  3.1365  15.9637
O  5.4425  -5.4766  16.8894
O  8.008  2.1192  15.997
O  10.3114  -0.2106  15.1263
O  6.7388  10.2961  11.6873
O  12.0295  4.9838  16.407
O  1.1702  2.9625  18.1612
O  10.7098  2.2443  15.7905
O  6.5491  9.4962  14.2479
O  3.21  -6.3212  18.0598
O  7.5349  7.0374  16.7922
O  5.5332  3.1907  18.4353
O  5.4959  7.7949  18.2993
O  -1.8973  -1.9939  17.9432
O  1.6086  2.2696  11.0385
O  10.0793  10.0104  20.1719
O  2.1971  -2.7508  11.7937
O  4.4301  8.3991  13.1411
O  9.2479  -0.5736  9.6309
O  7.5005  14.6029  13.8828
O  3.7129  1.6251  13.9176
O  9.9841  1.5586  11.2074
H  0.6278  6.1989  9.8722

Results
free energy: -129428.744 eV
free energy less fixed offsets of H -15.97, O -568.88, Si -635.61 eV per atom: -1.854 eV

Forces (eV/angstrom), in the order of the atoms: element, x, y, z
Si  -0.0034  0.024  -0.0158
Si  0.007  -0.0118  -0.017
Si  -0.0271  0.005  -0.0051
Si  -0.0073  -0.0395  -0.0084
Si  0.0056  -0.0135  -0.005
Si  -0.0297  -0.0175  -0.006
Si  0.0175  -0.0036  -0.012
Si  -0.0078  0.0265  -0.0123
Si  0.0046  -0.0097  0.0148
Si  0.0042  0.0077  0.0113
Si  0.0221  0.0095  0.019
Si  0.0132  0.0171  0.0108
Si  -0.0068  -0.0058  0.0227
Si  0.0045  0.0051  0.0128
Si  -0.003  0.0041  0.0094
Si  0.0081  -0.0115  0.0182
Si  -0.0032  0.0025  -0.0024
Si  -0.0022  0.0049  -0.0157
Si  -0.0036  -0.008  -0.0155
Si  -0.0057  -0.0027  -0.003
Si  -0.0059  0.001  -0.0349
Si  0.0001  -0.0104  0.0019
Si  0.0049  0.0071  -0.0043
Si  -0.004  0.0041  -0.0152
Si  -0.0873  -0.3642  -0.5501
Si  -0.0736  -0.1413  0.4842
Si  0.0389  -0.1526  0.8515
Si  0.1644  -0.191  -0.2887
Si  -0.0202  0.4713  0.4682
Si  0.2292  0.2417  -0.4219
Si  0.2212  -0.1529  -0.7289
Si  -0.0473  -0.01  0.207
Si  -0.0798  0.0741  -0.0171
Si  -0.0084  -0.0479  0.0369
Si  -0.0811  0.0904  0.0156
Si  0.0463  0.0024  0.0369
Si  -0.0028  -0.0675  0.0371
Si  -0.0272  0.0489  -0.036
Si  0.0947  0.0157  0.0487
Si  -0.0445  0.0416  -0.0041
Si  0.0434  -0.0494  0.0049
Si  -0.0103  0.0626  -0.0327
Si  0.0343  -0.0884  0.0022
Si  -0.0285  0.02  -0.0244
Si  0.0199  0.0402  -0.0322
Si  0.0408  -0.0496  0.0069
Si  -0.0793  -0.0283  -0.0124
Si  0.083  -0.0245  -0.0007
Si  0.0434  0.0197  0.0344
Si  -0.0406  0.0262  0.0186
Si  -0.052  0.0763  -0.0282
Si  0.0577  -0.0594  0.0298
Si  -0.0476  0.0294  0.0266
Si  0.0291  -0.0403  0.0363
Si  -0.0524  -0.0286  0.0232
Si  -0.0593  0.1142  -0.0251
Si  -0.0408  0.0959  -0.0436
Si  0.1881  0.0472  -0.0116
Si  -0.0549  -0.1981  -0.0031
Si  -0.0087  0.0207  -0.0271
Si  0.0549  -0.0198  0.015
Si  0.0335  0.0768  -0.0043
Si  0.0217  0.0084  -0.0104
Si  -0.0862  -0.2117  -0.0262
Si  -0.209  0.2294  -0.3156
Si  0.0439  -0.1141  0.4207
Si  0.1645  -0.0536  -0.9833
Si  -0.1028  0.2005  0.6113
Si  -0.2292  0.0269  0.1787
Si  0.2696  0.1149  -0.1457
Si  -0.045  0.0913  0.361
Si  -0.3618  -0.1479  -0.3254
Si  -0.0256  -0.0343  0.0409
Si  0.0037  -0.0053  0.0079
Si  -0.0068  0.0108  0.0244
Si  -0.0032  0.0057  0.0032
Si  -0.0021  -0.006  0.0048
Si  -0.0004  0.0023  0.0096
Si  -0.0139  -0.002  -0.0006
Si  0.0057  -0.0027  0.0207
Si  0.0372  0.0285  -0.0062
Si  -0.0425  -0.0126  -0.0185
Si  -0.0132  0.0035  -0.0355
Si  0.0335  0.0225  -0.0162
Si  -0.0257  -0.0052  -0.0223
Si  0.0059  -0.0156  -0.0093
Si  0.0172  -0.0005  -0.0153
Si  0.0038  0.0034  -0.0188
Si  -0.0753  -0.0456  -0.0046
Si  0.0576  -0.0207  0.0111
Si  -0.0039  -0.0325  -0.2579
Si  0.0187  0.0198  -0.0171
Si  -0.0018  -0.028  -0.0442
Si  -0.0223  0.0105  0.0039
Si  -0.0502  0.0032  0.0073
Si  0.0261  0.0067  0.0282
O  0.0105  -0.0016  0.0095
O  0.099  0.0824  0.2638
O  0.0046  0.0039  -0.0112
O  0.0085  -0.0092  -0.024
O  0.0091  0.0187  0.0129
O  -0.0316  0.0113  0.0749
O  -0.0067  0.0031  0.0076
O  0.0071  -0.001  0.0122
O  0.0123  -0.0164  0.0119
O  -0.006  -0.0033  0.0204
O  0.0084  -0.0012  0.0027
O  -0.0116  0.0079  0.0313
O  0.0037  -0.0006  0.0155
O  0.0017  0.0057  0.0151
O  -0.018  0.0118  0.0173
O  0.0043  -0.0049  0.0198
Si  0.0053  0.001  0.0009
Si  -0.0016  -0.0061  -0.008
Si  0.0121  -0.0097  0.0086
Si  0.0046  0.0129  0.0045
Si  0.0013  0.007  -0.0144
Si  -0.0051  0.0024  -0.0079
Si  -0.0021  -0.0015  -0.0025
Si  -0.0004  0.0047  -0.0097
Si  0.0009  0.0011  -0.0044
Si  0.0014  -0.0012  -0.01
Si  0.0035  -0.0028  -0.0063
Si  -0.0015  -0.0087  0.0012
Si  0.0042  0.005  -0.0085
Si  0.0044  0.0027  -0.0087
Si  -0.0023  0.0009  0.0027
Si  0.0025  0.0029  -0.0047
Si  0.0027  -0.0043  -0.0041
Si  -0.0077  0.0037  -0.0097
Si  0.0465  0.0714  -0.0262
Si  -0.0053  0.0007  -0.0043
Si  -0.0069  -0.001  0.0074
Si  0.0001  -0.0021  0.0105
Si  -0.0013  0.0024  -0.0076
Si  0.0005  0.0108  0.0066
Si  -0.0072  -0.0065  -0.0046
Si  -0.0061  0.0011  -0.0098
Si  -0.0042  0.002  0.0037
Si  0.001  -0.003  0.0028
Si  0.0037  -0.007  -0.0028
Si  -0.0016  -0.008  -0.0117
Si  0.0014  0.0019  -0.0058
Si  -0.0011  0.0001  -0.001
Si  0.0295  -0.1159  0.0076
Si  0.0039  -0.0018  0.0005
Si  0.0029  -0.0016  0.0014
Si  0.0039  0.0035  -0.0059
O  0.0051  0.002  -0.0023
O  0.009  -0.0017  0.0082
O  -0.0033  0.0108  0.0029
O  0.0033  -0.0018  0.0065
O  0.0065  -0.0229  -0.0175
O  0.0003  0.0093  -0.0061
O  0.0047  -0.0053  0.007
O  -0.0035  0.0025  -0.0058
O  0.002  -0.0033  0.0099
O  0.002  -0.0004  0.0067
O  0.009  0.0095  0.0047
O  0.001  -0.0052  0.0018
O  0.0032  -0.0014  -0.0032
O  0.0173  -0.0074  0.0009
O  -0.0003  -0.0074  0.0007
O  -0.0053  0.0151  -0.02
O  -0.004  0.0032  -0.0001
O  0.0006  0.0011  0.0037
O  -0.0854  0.0151  -0.072
O  -0.0239  -0.0254  -0.0227
O  0.0033  0.0083  -0.0032
O  0.005  -0.0006  0.0076
O  0.0034  -0.0024  0.0068
O  0.0008  -0.0009  0.0083
O  0.0008  0.0023  0.0076
O  -0.0011  0.0033  0.0056
O  0.009  -0.007  -0.0097
O  0.003  0.0054  -0.0027
O  -0.0078  0.0068  -0.0004
O  -0.0032  0.0017  -0.0021
O  -0.0029  -0.0002  -0.0059
O  -0.0039  0.0025  0.0001
O  0.0017  0.0035  0.0065
O  0.0095  -0.0009  0.0072
O  -0.0011  -0.0024  0.0092
O  -0.0003  -0.0002  0.0006
O  0.0087  0.0004  -0.0109
O  -0.0021  0.0021  0.0001
O  0.002  -0.002  0.0082
O  -0.0013  0.0038  0.0043
O  0.0006  -0.0042  -0.0003
O  -0.0015  0.0012  -0.0001
O  0.0043  -0.0058  -0.0007
O  0.0003  -0.0046  0.003
O  0.001  -0.0014  0.0057
O  -0.0001  -0.0023  0.0095
O  -0.0057  -0.0003  -0.0062
O  -0.0015  0.0035  0.0018
O  -0.0064  -0.0056  0.0151
O  0.0051  -0.0001  0.0012
O  0.0011  -0.0033  0.0113
O  -0.0016  0.0025  0.006
O  0.0019  0  0.0047
O  0.0034  -0.0044  0.0031
O  -0.0002  0.0002  0.0063
O  0.0014  0.0026  0.0064
O  -0.0361  -0.0334  0.0447
O  0.001  0.0021  -0.0016
O  0.0017  -0.0038  0.0044
O  -0.0031  -0.0002  0.0064
O  0.0049  -0.0045  0.0015
O  0.0049  0.0091  -0.0014
O  -0.0014  -0.0032  0.0054
O  0.0017  -0.0029  -0.0001
H  0.0444  0.0417  0.09

The program warned: the cutoff lies below the one the program advises for these potential files; the forces do not sum to zero within the program's tolerance; the exchange-correlation potential is rough where the density is thin.
